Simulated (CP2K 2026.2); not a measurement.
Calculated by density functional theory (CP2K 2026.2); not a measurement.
Periodic cell of 504 atoms, Si360O144, from a study of silicon, its oxide and their interface. The atomic structure is a simulated model.
Doubt: the forces sum to 1.31 eV/angstrom along one axis rather than to zero, so they err by at least 0.0026 eV/angstrom per atom on average; the grid cutoff is modest.

Settings: functional PBE; method Gaussian and plane waves; basis set DZVP-MOLOPT-SR-GTH; pseudopotentials GTH-PBE; grid cutoff 350 Ry, relative cutoff 50 Ry; k points Gamma only; occupations fixed; spin none; net charge 0.

Cell vectors (angstrom)
a	16.32	0	0
b	0	16.32	0
c	-2.8253	3.4889	33.2367

Atoms and the computed forces on them: element, x, y, z (angstrom), force x, y, z (eV/angstrom)
Si	1.056	15.319	0.1	0.202	-0.087	0.771
Si	3.939	1.656	0.015	0.081	-0.235	0.705
Si	1.639	3.795	0.055	-0.115	0.146	0.782
Si	3.785	7.039	0.059	0.213	-0.105	0.763
Si	1.508	9.195	0.077	-0.034	0.19	0.691
Si	1.546	15.418	33.075	-0.289	0.192	0.774
Si	6.984	14.733	0.095	-0.166	0.134	0.75
Si	9.138	1.61	0.061	0.232	-0.083	0.748
Si	6.96	3.853	0.215	-0.024	0.211	0.729
Si	9.822	6.548	0.078	-0.178	0.064	0.792
Si	6.633	9.733	0.014	0.113	-0.195	0.777
Si	9.288	12.594	0.058	0.083	-0.166	0.717
Si	12.406	14.766	0.26	-0.061	0.14	0.716
Si	15.212	1.213	0.244	-0.112	0.067	0.77
Si	9.184	7.803	33.224	0.146	-0.213	0.796
Si	14.744	6.972	0.107	0.097	-0.147	0.766
Si	12.516	9.178	0.006	-0.057	0.226	0.696
Si	11.919	16.163	33.156	0.166	-0.364	0.678
Si	2.753	16.38	1.32	-0.011	0.025	-0.066
Si	5.416	2.706	1.499	-0.01	0.013	-0.044
Si	2.704	5.428	1.375	0.008	-0.006	-0.037
Si	5.43	8.176	1.312	-0.014	0.01	-0.032
Si	2.72	10.873	1.209	0.021	-0.016	-0.074
Si	5.405	13.513	1.296	0.008	-0.016	-0.064
Si	8.104	16.322	1.412	-0.008	-0.019	-0.048
Si	10.845	2.713	1.279	-0.013	0.019	-0.061
Si	8.196	5.451	1.384	0.017	-0.016	-0.05
Si	10.951	8.117	1.395	0.008	-0.019	-0.067
Si	8.191	10.912	1.309	-0.021	0.007	-0.069
Si	10.843	13.596	1.502	0.003	0.012	-0.048
Si	13.609	16.35	1.466	0.018	0.004	-0.051
Si	0.111	2.721	1.496	0.024	0.015	-0.057
Si	13.57	5.409	1.386	-0.017	0.005	-0.057
Si	-0.02	8.102	1.443	-0.021	-0.002	-0.041
Si	13.662	10.903	1.168	-0.005	0.014	-0.044
Si	-0.025	13.678	1.365	0.005	0.003	-0.066
Si	1.449	1.351	2.82	0.005	-0.015	0.037
Si	4.081	4.128	2.781	0.002	0.006	0.03
Si	1.329	6.732	2.769	0.002	0.002	0.028
Si	4.061	9.542	2.674	0.002	0.015	0.027
Si	1.372	12.244	2.613	-0.002	-0.02	-0.012
Si	4.067	14.929	2.639	0.024	0.022	0.003
Si	6.75	1.306	2.808	0.015	-0.002	0.022
Si	9.531	4.058	2.736	0.01	-0.004	0.043
Si	6.8	6.824	2.682	-0.008	-0.003	0.005
Si	9.543	9.523	2.661	-0.009	-0.003	0.003
Si	6.796	12.221	2.71	-0.01	-0.015	0.038
Si	9.504	15.013	2.788	-0.006	0.008	0.025
Si	12.198	1.4	2.714	-0.01	0.014	0.019
Si	14.971	4.081	2.733	0.004	0	0.009
Si	12.262	6.771	2.796	0.001	-0.006	0.037
Si	14.963	9.582	2.675	-0.019	-0.002	0.01
Si	12.267	12.155	2.681	0.022	-0.008	0.001
Si	14.958	14.97	2.806	0.017	0.011	0.04
Si	0.031	16.318	4.133	0.003	0.004	-0.006
Si	2.756	2.745	4.155	-0.006	-0.006	-0.014
Si	-0.024	5.418	4.138	0.003	0.002	0.01
Si	2.715	8.157	4.048	0.014	0.003	-0.017
Si	0.023	10.905	4.032	-0.005	0	0.004
Si	2.708	13.591	4.02	0.001	-0.002	0
Si	5.396	16.249	4.102	-0.017	-0.001	0.003
Si	8.153	2.705	4.095	0.008	0.011	-0.016
Si	5.466	5.48	4.092	-0.001	-0.007	0.005
Si	8.164	8.18	4.037	0.01	0.004	-0.005
Si	5.431	10.868	4.066	0.002	0.001	-0.011
Si	8.136	13.603	4.084	-0.013	-0.002	-0.012
Si	10.88	16.358	4.114	-0.009	0.003	0.006
Si	13.591	2.726	4.077	-0.003	-0.005	-0.007
Si	10.876	5.416	4.119	-0.005	0	-0.011
Si	13.625	8.194	4.073	0.01	-0.008	-0.013
Si	10.896	10.844	4.064	0.014	0.01	0.009
Si	13.584	13.559	4.077	-0.015	0.005	-0.015
Si	1.378	14.959	16.314	0.002	0.006	-0.01
Si	4.09	17.694	16.371	-0.017	0.01	-0.002
Si	1.376	4.038	16.301	-0.002	0.008	-0.015
Si	4.09	6.828	16.313	-0.002	0.009	-0.005
Si	1.362	9.516	16.316	-0.003	-0.01	0
Si	4.073	12.233	16.295	0.01	-0.001	-0.011
Si	6.789	14.993	16.324	0.008	0.004	-0.005
Si	9.543	17.703	16.335	0.028	-0.003	0.001
Si	6.825	4.1	16.352	0.015	-0.001	-0.004
Si	9.496	6.804	16.334	-0.003	0.001	-0.012
Si	6.804	9.544	16.319	-0.006	0.011	-0.009
Si	9.497	12.242	16.32	-0.002	-0.005	0
Si	12.245	14.943	16.317	0.011	-0.001	-0.01
Si	-1.344	17.663	16.28	-0.007	0.003	-0.013
Si	12.24	4.101	16.313	-0.006	0.007	-0.006
Si	14.922	6.754	16.284	-0.007	-0.022	-0.019
Si	12.213	9.504	16.299	-0.003	-0.015	0.002
Si	-1.356	12.234	16.323	-0.01	-0.004	-0.008
Si	2.708	16.318	17.708	-0.001	-0.009	0.006
Si	5.477	2.75	17.723	0.002	0.018	0.004
Si	2.762	5.402	17.619	0	0.021	0.018
Si	5.425	8.221	17.68	0.011	-0.006	-0.019
Si	2.719	10.894	17.683	-0.021	0	-0.005
Si	5.417	13.605	17.638	-0.009	0.007	0.004
Si	8.171	16.35	17.681	-0.009	-0.008	-0.005
Si	10.885	2.781	17.692	0	-0.001	0.029
Si	8.143	5.483	17.746	0	-0.011	0.016
Si	10.873	8.141	17.682	-0.011	0.006	0.014
Si	8.157	10.885	17.706	-0.009	0.017	0.015
Si	10.843	13.611	17.671	0.012	0.006	-0.009
Si	13.664	16.275	17.637	0.011	-0.005	-0.001
Si	-0.007	2.692	17.659	0.011	-0.012	0.003
Si	13.602	5.41	17.718	0.025	0.004	-0.004
Si	-0.026	8.103	17.59	0.016	-0.013	-0.008
Si	13.552	10.883	17.641	0.003	0.002	0.023
Si	0.053	13.57	17.673	-0.003	-0.012	-0.019
Si	1.323	17.677	19.058	0.004	-0.024	-0.012
Si	4.159	4.173	19.068	0.011	0.011	-0.004
Si	1.295	6.668	18.905	-0.039	-0.02	-0.038
Si	4.046	9.546	19.06	0.029	0	0.006
Si	1.41	12.253	19.091	0.021	0.017	-0.007
Si	4.078	14.932	19.037	0.003	-0.028	-0.028
Si	6.884	17.739	19.074	0.013	0.015	-0.013
Si	9.554	4.17	19.119	0.029	-0.012	-0.047
Si	6.75	6.892	19.074	0.002	0.008	-0.025
Si	9.534	9.504	19.053	-0.008	-0.004	-0.013
Si	6.754	12.269	19.018	0.003	-0.001	-0.011
Si	9.471	14.953	19.049	-0.006	-0.023	0
Si	12.304	17.672	18.916	-0.006	0.027	-0.046
Si	-1.361	3.996	19.063	-0.021	0.011	-0.018
Si	12.237	6.793	19.058	-0.016	-0.002	-0.001
Si	-1.376	9.488	18.907	-0.002	-0.021	-0.055
Si	12.177	12.239	19.019	-0.012	-0.008	-0.029
Si	-1.291	14.91	19.024	-0.008	0.022	-0.013
Si	0.044	16.235	20.469	0.02	0.016	0.059
Si	2.762	2.757	20.295	-0.013	-0.001	0.039
Si	0.023	5.315	20.404	0.006	0.031	0.054
Si	2.589	8.086	20.191	-0.002	-0.008	0.02
Si	-0.035	10.835	20.265	-0.006	0.002	0.053
Si	2.755	13.605	20.526	0	0.003	0.079
Si	5.541	16.278	20.304	0.008	-0.041	0.051
Si	8.167	2.832	20.497	0.006	0.009	0.052
Si	5.402	5.629	20.537	-0.042	0.002	0.033
Si	8.138	8.211	20.439	0.012	-0.003	0.065
Si	5.364	10.973	20.424	-0.013	0.001	0.063
Si	8.101	13.596	20.439	-0.002	-0.028	0.03
Si	10.878	16.396	20.23	0.007	-0.001	0.049
Si	13.665	2.56	20.405	-0.001	-0.025	0.059
Si	10.961	5.496	20.547	-0.04	-0.015	0.056
Si	13.61	8.184	20.329	0.004	0.023	0.054
Si	10.847	10.878	20.436	-0.003	0.013	0.032
Si	13.591	13.581	20.321	0.006	-0.008	0.038
Si	1.744	15.284	21.835	-0.392	-0.397	-0.645
Si	4.007	17.519	21.469	0.161	0.203	-0.691
Si	1.618	4.161	21.763	-0.213	-0.118	-0.644
Si	3.555	6.666	21.762	0.36	0.116	-0.7
Si	1.012	9.171	21.501	0.105	0.216	-0.729
Si	4.339	12.542	21.904	-0.113	-0.166	-0.696
Si	6.578	14.788	21.802	0.16	0.05	-0.699
Si	9.841	17.966	21.635	-0.155	-0.031	-0.799
Si	7.103	4.55	21.769	-0.153	-0.184	-0.676
Si	9.382	6.761	21.829	0.23	0.148	-0.677
Si	6.882	9.78	21.689	-0.006	-0.163	-0.605
Si	9.176	11.954	21.729	0.118	0.088	-0.78
Si	12.367	15.17	21.512	-0.077	-0.128	-0.758
Si	-1.602	17.208	21.798	0.149	0.363	-0.724
Si	12.133	3.743	21.681	0.037	0.271	-0.712
Si	-1.165	6.952	21.576	-0.182	-0.205	-0.747
Si	12.532	9.79	21.673	-0.199	-0.128	-0.79
Si	-1.565	11.975	21.568	0	0.148	-0.689
Si	4.208	17.722	24.354	-0.065	-0.023	0.01
Si	0.541	7.964	26.146	0.046	0.07	-0.127
Si	7.679	6.743	28.505	-0.007	0.097	-0.043
Si	2.6	8.646	23.902	-0.114	-0.045	-0.165
Si	3.846	11.264	24.75	-0.12	0.109	-0.193
Si	10.847	4.451	26.497	0.087	0.054	-0.017
Si	1.895	14.366	24.857	0.019	0.092	-0.148
Si	8.916	9.547	28.277	-0.105	-0.065	-0.004
Si	5.113	11.317	31.178	-0.011	-0.008	0.184
Si	8.95	18.699	30.625	-0.047	-0.092	0.09
Si	1.012	14.501	27.6	-0.054	0.027	-0.091
Si	-0.559	12.74	24.393	0.108	-0.073	-0.02
Si	12.147	6.942	25.735	0.082	0.05	-0.074
Si	-2.42	10.847	29.133	0.02	-0.016	-0.058
Si	10.723	8.751	23.968	-0.086	-0.067	-0.127
Si	10.977	16.449	27.595	0.038	0.018	0.074
Si	-1.613	5.902	26.467	-0.11	0.002	-0.06
Si	6.523	12.412	25.805	0.005	0.113	-0.079
Si	4.81	15.008	25.707	-0.047	-0.023	0.11
Si	2.556	8.902	28.306	0.065	0.168	-0.07
Si	8.52	10.246	25.178	-0.117	0.123	-0.04
Si	5.985	5.258	24.354	0.02	-0.028	-0.102
Si	12.821	18.566	26.246	-0.085	0.049	0.107
Si	6.448	11.075	28.483	0.045	-0.115	0.017
Si	2.382	3.297	31.097	0.048	0.122	0.168
Si	1.526	2.662	24.556	0.071	0.007	-0.169
Si	4.384	3.308	28.749	0.06	-0.215	0.048
Si	11.006	11.598	28.708	-0.077	0.038	0.01
Si	5.33	8.411	27.193	0.132	0.036	0.063
Si	0.354	15.676	30.18	0.071	0.027	0.2
Si	7.46	15.902	30.355	-0.034	0.109	0.086
Si	-0.472	18.402	30.534	-0.056	0.098	0.055
Si	8.174	17.599	26.727	0.151	0.022	-0.146
Si	11.725	13.739	26.563	0.092	0.047	0.012
Si	-1.119	17.589	24.859	0.052	-0.184	-0.169
Si	-0.878	10.554	26.44	0.019	-0.012	0.033
Si	9.438	13.692	30.433	-0.034	-0.033	0.054
Si	12.073	15.351	30.274	0.098	0.096	0.022
Si	11.087	4.035	29.46	0.029	0.076	0.096
Si	-1.859	13.468	30.441	-0.174	0.018	0.089
Si	11.103	6.496	31.145	0.032	0.051	0.115
Si	6.29	8.297	24.244	-0.03	0.114	0.002
Si	13.61	5.367	23.829	0.07	-0.009	-0.056
Si	3.874	3.912	25.797	-0.018	-0.079	-0.077
Si	-2.289	3.745	28.634	-0.044	0	-0.04
Si	-1.62	14.775	26.21	0.012	0.014	0.002
Si	6.904	4.542	30.287	-0.05	0.07	0.145
Si	8.494	16.176	23.893	-0.106	-0.067	-0.118
Si	1.989	11.634	27.27	0.041	-0.096	-0.014
Si	13.301	8.649	31.109	-0.08	-0.04	0.131
Si	8.125	4.422	26.46	-0.035	0.013	-0.08
Si	5.518	16.669	28.178	-0.161	0.053	0.003
Si	2.802	9.117	31.265	0.014	0.067	0.182
Si	10.538	13.868	23.782	-0.089	0.044	-0.143
Si	1.379	14.931	5.448	0.004	0.009	0.012
Si	4.093	1.341	5.47	0.004	-0.001	0.012
Si	1.352	4.072	5.485	-0.006	0.001	0.012
Si	4.083	6.825	5.435	-0.006	0.006	0.002
Si	1.359	9.525	5.406	-0.001	-0.002	0.007
Si	4.071	12.243	5.408	0.001	0.005	0.008
Si	6.78	14.933	5.464	0.011	0	0.017
Si	9.514	1.372	5.473	-0.004	-0.004	0.009
Si	6.806	4.089	5.442	0.005	-0.007	0.012
Si	9.505	6.808	5.427	-0.005	-0.006	0.002
Si	6.802	9.519	5.422	-0.005	0.003	0.002
Si	9.527	12.233	5.407	-0.002	0.006	0.008
Si	12.236	14.949	5.43	0.012	0.001	0.011
Si	14.955	1.363	5.446	0	0.003	0.004
Si	12.25	4.076	5.467	0.002	0.002	0.005
Si	14.963	6.826	5.455	-0.021	0.007	0.01
Si	12.24	9.505	5.445	0.003	-0.003	0.018
Si	14.975	12.232	5.427	0.005	-0.006	0.009
Si	2.721	16.306	6.815	-0.001	-0.001	0
Si	5.456	2.716	6.806	0.007	-0.01	0.001
Si	2.726	5.455	6.802	-0.003	0	0.002
Si	5.445	8.169	6.798	0.006	-0.004	0.004
Si	2.717	10.88	6.775	0	0	-0.002
Si	5.421	13.579	6.809	-0.002	0.009	0.004
Si	8.149	16.312	6.805	0	0.008	0.007
Si	10.885	2.722	6.825	-0.002	-0.003	0.001
Si	8.159	5.449	6.803	0	0.002	-0.002
Si	10.873	8.152	6.799	0.007	0.002	0.004
Si	8.164	10.88	6.78	0	-0.001	-0.001
Si	10.871	13.596	6.788	0	0.004	-0.002
Si	13.6	16.307	6.795	-0.003	-0.006	-0.005
Si	-0.013	2.713	6.826	0.001	0.003	0.005
Si	13.602	5.455	6.811	0.004	0.011	-0.001
Si	0.013	8.176	6.8	0	-0.002	-0.003
Si	13.608	10.875	6.79	0.002	-0.001	0
Si	0.004	13.586	6.803	-0.001	-0.002	0.002
Si	1.356	1.348	8.17	-0.01	-0.014	-0.001
Si	4.083	4.08	8.154	-0.002	-0.004	-0.006
Si	1.366	6.81	8.163	0.006	0.012	0
Si	4.079	9.529	8.15	0.002	0.006	0
Si	1.362	12.226	8.157	-0.001	-0.001	-0.006
Si	4.082	14.953	8.174	0.001	0.003	-0.001
Si	6.808	1.361	8.17	0.008	0.007	0
Si	9.521	4.09	8.167	0.009	0.005	0.002
Si	6.794	6.803	8.16	-0.004	-0.001	-0.002
Si	9.518	9.523	8.152	-0.003	-0.006	-0.009
Si	6.8	12.229	8.156	-0.001	0.003	-0.001
Si	9.515	14.953	8.158	-0.003	-0.006	-0.006
Si	12.242	1.347	8.166	0	0.001	-0.007
Si	14.958	4.088	8.173	0	0	-0.008
Si	12.232	6.8	8.167	-0.002	-0.01	-0.002
Si	14.962	9.52	8.16	-0.003	-0.003	-0.002
Si	12.242	12.24	8.145	0.004	0.004	-0.01
Si	14.963	14.952	8.158	0.006	0.005	-0.001
Si	-0.003	16.309	9.524	-0.001	-0.001	0
Si	2.723	2.72	9.516	0	0	-0.004
Si	0.006	5.445	9.524	-0.002	0.002	0.001
Si	2.726	8.167	9.519	-0.002	-0.005	0.001
Si	0	10.875	9.522	0	-0.002	-0.003
Si	2.717	13.59	9.519	-0.005	0.001	-0.004
Si	5.445	16.321	9.524	0.004	0.007	-0.002
Si	8.166	2.724	9.526	-0.003	-0.009	-0.004
Si	5.439	5.439	9.519	0.004	-0.001	-0.002
Si	8.157	8.164	9.514	-0.001	0	0.002
Si	5.438	10.879	9.519	0.003	-0.005	0.001
Si	8.156	13.596	9.518	0	0.011	-0.001
Si	10.876	16.313	9.523	-0.002	-0.008	-0.001
Si	13.599	2.716	9.522	0.002	0.004	-0.001
Si	10.879	5.442	9.529	0.002	0.006	0
Si	13.599	8.16	9.518	-0.003	0	-0.003
Si	10.88	10.883	9.51	0.007	0.003	-0.005
Si	13.596	13.596	9.516	-0.002	0.001	-0.006
Si	1.359	14.948	10.879	0.003	0.002	-0.001
Si	4.087	1.365	10.879	-0.001	-0.008	0.001
Si	1.367	4.08	10.881	-0.002	0.001	0.004
Si	4.08	6.799	10.879	0.001	-0.001	0.002
Si	1.361	9.517	10.883	-0.002	-0.001	0.002
Si	4.081	12.242	10.881	-0.002	0.01	0
Si	6.806	14.964	10.883	0.001	0	0.003
Si	9.52	1.359	10.885	0.005	0.012	0.001
Si	6.802	4.084	10.881	0	-0.001	0.001
Si	9.512	6.804	10.876	0.004	0.002	-0.002
Si	6.798	9.52	10.878	-0.004	-0.002	-0.001
Si	9.522	12.242	10.878	-0.005	-0.003	0
Si	12.238	14.955	10.881	0.005	0.002	-0.001
Si	14.961	1.355	10.878	0.008	-0.01	-0.002
Si	12.238	4.075	10.881	-0.009	-0.007	0
Si	14.958	6.799	10.88	-0.002	0.005	0
Si	12.237	9.522	10.872	0.005	-0.003	-0.002
Si	14.955	12.234	10.876	0.001	0.001	0.003
Si	2.728	16.312	12.224	-0.012	-0.001	-0.002
Si	5.445	2.727	12.244	-0.001	0.001	0.003
Si	2.726	5.438	12.248	0.006	0.005	0.003
Si	5.443	8.156	12.236	-0.001	-0.002	-0.001
Si	2.719	10.882	12.239	0.005	-0.003	-0.001
Si	5.44	13.608	12.238	0.005	0.006	0.001
Si	8.16	16.325	12.252	-0.002	-0.002	0.001
Si	10.879	2.72	12.243	0.003	-0.008	0.006
Si	8.162	5.443	12.242	-0.003	0.005	0.004
Si	10.869	8.168	12.228	-0.002	-0.002	-0.001
Si	8.154	10.887	12.235	0.002	-0.002	0.005
Si	10.878	13.601	12.247	0.007	0.004	0.007
Si	13.6	16.318	12.237	0.002	0.008	0.001
Si	0.007	2.712	12.233	0	-0.008	0.004
Si	13.597	5.436	12.238	0.005	-0.003	0.005
Si	-0.001	8.154	12.242	0.003	0	0.002
Si	13.596	10.873	12.239	-0.008	-0.002	0
Si	-0.006	13.592	12.235	-0.005	0	0.002
Si	1.377	17.667	13.583	0.009	-0.015	-0.003
Si	4.092	4.084	13.615	-0.002	0.003	0.009
Si	1.359	6.796	13.605	-0.006	-0.002	0.005
Si	4.086	9.522	13.588	0	-0.007	0
Si	1.352	12.236	13.598	0.003	0.004	0.007
Si	4.085	14.97	13.601	-0.005	0.008	-0.001
Si	6.802	17.694	13.612	-0.002	0.002	0.008
Si	9.521	4.082	13.604	0.011	-0.001	-0.001
Si	6.802	6.802	13.602	0.007	0	0
Si	9.508	9.523	13.593	-0.006	-0.001	-0.004
Si	6.8	12.254	13.596	-0.007	0.003	-0.001
Si	9.524	14.968	13.613	0.001	0.001	0.013
Si	12.242	17.681	13.597	0	-0.002	-0.002
Si	14.962	4.067	13.589	0.002	0.003	0.009
Si	12.22	6.8	13.581	-0.01	0.011	-0.004
Si	14.954	9.51	13.6	0	-0.007	0
Si	12.237	12.231	13.601	0.014	-0.012	0.005
Si	14.959	14.954	13.593	0	0.006	0.002
Si	0.019	16.306	14.937	-0.004	0.006	-0.009
Si	2.738	2.694	14.954	-0.005	-0.008	-0.003
Si	0.005	5.413	14.953	-0.003	0.002	0.004
Si	2.726	8.17	14.948	0.008	0.009	-0.007
Si	-0.006	10.871	14.958	-0.002	-0.011	0.004
Si	2.721	13.601	14.944	-0.005	-0.001	-0.005
Si	5.431	16.344	14.971	-0.003	-0.002	0.001
Si	8.168	2.731	14.976	-0.007	0.003	0.001
Si	5.457	5.449	14.977	0.002	0.004	0.001
Si	8.154	8.168	14.962	0	0.004	0.007
Si	5.444	10.884	14.946	0.012	0.001	-0.01
Si	8.148	13.618	14.968	0	-0.001	-0.005
Si	10.894	16.33	14.971	0.011	0.011	0.003
Si	13.596	2.72	14.956	0.006	-0.005	0.005
Si	10.869	5.455	14.962	-0.003	-0.003	0.005
Si	13.576	8.144	14.941	-0.002	-0.012	0
Si	10.858	10.88	14.955	-0.003	0.001	0
Si	13.604	13.59	14.955	-0.009	0.001	0.001
O	0.494	11.105	27.054	-0.005	-0.111	0.38
O	6.083	13.976	25.551	0.213	0.28	-0.404
O	6.345	4.199	23.18	-0.02	-0.294	0.336
O	13.477	16.198	22.117	0.014	-0.078	0.466
O	3.55	7.565	23.144	0.353	-0.075	0.291
O	-1.887	4.948	25.166	0.239	-0.652	0.291
O	9.806	12.632	23.062	-0.076	-0.213	0.327
O	2.646	5.366	22.174	-0.084	0.096	0.158
O	9.904	12.502	29.46	-0.252	0.022	-0.315
O	-1.781	5.056	27.83	0.281	0.13	0.367
O	13.678	18.906	27.571	0.218	-0.478	0.159
O	6.331	6.741	23.802	-0.157	0.029	-0.406
O	3.504	14.224	25.103	0.016	-0.53	-0.134
O	5.333	17.186	32.844	0.034	0.075	-0.408
O	0.184	18.457	25.287	-0.06	0.2	0.343
O	6.377	10.757	32.002	0.151	0.143	-0.063
O	9.449	14.941	24.289	-0.088	-0.024	0.593
O	3.31	7.896	32.173	-0.347	-0.37	-0.024
O	8.787	18.876	32.222	-0.266	0.186	-0.045
O	6.03	16.057	29.599	-0.334	-0.332	0.265
O	13.207	14.284	29.799	-0.139	-0.257	-0.714
O	7.213	15.564	23.098	-0.145	0.253	0.397
O	12.403	11.365	29.459	-0.11	-0.003	0.294
O	-0.623	9.06	25.881	-0.343	-0.038	-0.347
O	2.292	3.749	25.487	-0.373	0.482	0.257
O	5.466	13.681	22.328	0.153	-0.097	0.358
O	-0.553	16.963	29.808	-0.517	0.027	-0.636
O	7.807	10.423	29.08	0.175	0.324	0.592
O	6.696	4.434	31.875	0.29	-0.241	-0.206
O	10.662	17.18	32.899	-0.202	-0.027	-0.357
O	7.946	2.874	26.857	-0.345	0.029	0.102
O	3.666	11.966	23.288	-0.509	-0.042	0.048
O	-1.515	12.064	29.708	0.64	-0.203	-0.267
O	8.944	13.112	31.861	-0.666	0.115	-0.236
O	5.219	6.252	32.905	-0.204	0.076	-0.568
O	2.692	10.527	28.227	0.478	0.24	0.1
O	-0.176	11.609	32.81	0.249	-0.074	-0.472
O	-0.68	12.553	22.805	0.454	0.235	-0.014
O	9.85	7.251	31.839	0.059	0.071	-0.238
O	2.689	14.298	32.744	-0.075	0.055	-0.534
O	10.573	3.81	27.949	-0.495	-0.571	0.02
O	-0.905	17.368	23.266	0.549	0.107	0.145
O	4.683	18.881	25.373	0.477	0.003	0.157
O	3.529	9.696	24.667	0.093	-0.06	0.313
O	7.29	6.079	29.933	0.152	0.389	0.484
O	8.074	8.924	32.776	0.072	-0.004	-0.259
O	13.638	10.913	22.124	0.061	0.016	0.558
O	4.67	18.038	28.466	-0.347	-0.182	0.109
O	10.76	14.915	27.119	-0.359	-0.141	-0.148
O	6.885	16.947	27.398	0.098	-0.133	-0.099
O	7.179	15.604	31.92	0.072	-0.483	0.059
O	13.227	14.341	26.715	-0.015	0.177	0.418
O	13.425	3.589	32.89	0.125	0.115	-0.424
O	8.345	5.545	22.212	0.017	-0.029	0.385
O	-1.215	18.205	31.945	0.14	-0.19	-0.151
O	5.936	9.157	22.898	-0.35	-0.022	0.033
O	8.074	3.508	29.889	0.175	-0.078	-0.671
O	-2.042	10.618	27.569	-0.296	-0.004	-0.181
O	4.665	18.098	22.849	0.672	0.598	0.065
O	-1.392	14.056	24.784	-0.401	0.347	-0.543
O	1.488	15.018	23.432	-0.195	0.321	0.371
O	6.339	7.329	27.825	-0.269	-0.15	-0.116
O	13.059	4.137	22.968	0.278	-0.424	0.217
O	2.571	17.734	24.394	-0.166	-0.511	0.085
O	-0.529	14.356	30.376	0.077	-0.4	0.068
O	10.836	11.568	32.802	-0.141	0.119	-0.349
O	6.874	4.92	25.628	-0.13	-0.157	0.239
O	4.904	16.33	24.771	0.286	0.052	-0.31
O	-2.277	9.42	29.893	0.289	-0.218	-0.472
O	4.122	4.108	27.368	0.108	0.532	-0.036
O	1.834	13.127	27.874	0.208	0.003	0.347
O	1.9	4.621	31.911	-0.034	0.307	-0.162
O	1.163	3.365	23.124	-0.12	-0.174	-0.08
O	2.898	16.416	21.913	0.069	-0.055	-0.143
O	13.616	7.124	26.395	0.237	0.362	0.316
O	11.365	5.953	26.736	-0.223	0.172	0.645
O	-0.138	6.519	26.352	0.481	-0.409	0.042
O	12.176	7.587	30.604	0.043	-0.014	-0.385
O	12.705	4.067	29.503	0.133	-0.04	0.55
O	12.315	6.218	24.291	-0.59	-0.085	-0.211
O	8.263	5.496	27.66	0.376	-0.082	0.209
O	10.728	14.601	30.729	0.044	0.309	0.255
O	3.081	3.558	29.673	-0.177	0.008	-0.121
O	-1.891	7.856	31.946	0.349	-0.005	-0.46
O	1.773	9.597	22.875	0.163	0.669	0.097
O	1.53	9.844	31.935	-0.194	-0.245	-0.348
O	1.109	15.956	31.593	0.231	0.539	-0.236
O	8.415	17.222	30.212	-0.007	-0.195	-0.337
O	11.986	9.145	23.056	0.173	-0.277	0.176
O	-0.079	8.076	22.039	-0.128	0.15	0.523
O	8.269	14.607	29.788	-0.2	-0.276	-0.754
O	9.891	10.101	24.325	0.419	0.649	-0.167
O	11.793	5.542	32.239	-0.006	-0.11	-0.117
O	10.392	10.102	28.603	0.409	-0.357	0.077
O	2.374	8.507	29.85	-0.081	-0.682	0.112
O	11.946	17.247	26.57	-0.137	-0.336	-0.253
O	8.16	17.039	25.208	-0.311	-0.018	-0.167
O	-1.217	11.483	25.162	-0.292	-0.158	0.048
O	5.374	11.466	25.194	0.04	-0.179	-0.14
O	13.803	18.365	24.997	-0.349	0.114	-0.26
O	6.688	12.258	27.409	0.074	0.321	0.411
O	1.308	15.429	28.891	0.3	0.376	0.013
O	9.879	7.602	23.161	-0.184	0.025	0.331
O	1.27	8.37	27.516	-0.296	-0.125	0.347
O	11.398	13.373	25.036	0.161	-0.519	-0.201
O	3.471	18.831	31.992	0.226	-0.039	-0.077
O	-1.758	6.311	22.942	-0.132	0.187	0.178
O	5.594	11.699	29.694	-0.125	0.504	-0.259
O	9.502	4.493	25.612	-0.031	-0.195	-0.524
O	2.909	11.761	25.957	-0.084	-0.013	0.097
O	1.071	18.742	30.818	-0.036	-0.331	-0.072
O	-2.167	13.193	32.013	-0.452	0.276	0.057
O	-1.134	3.235	29.629	0.117	0.339	-0.148
O	3.827	8.13	27.682	0.019	-0.533	0.043
O	1.462	15.195	26.192	-0.03	0.534	0.041
O	12.599	16.016	31.663	0.606	-0.065	-0.01
O	11.685	16.384	29.072	0.186	0.537	0.142
O	8.709	9.865	26.722	-0.195	-0.066	0.138
O	4.501	12.616	31.907	0.243	0.237	-0.204
O	11.275	8.25	25.418	-0.181	0.444	0.625
O	4.456	5.12	24.877	-0.451	0.448	-0.199
O	5.68	9.897	27.698	-0.191	-0.006	-0.143
O	10.576	5.488	29.991	-0.455	0.188	-0.309
O	5.612	4.042	29.478	0.001	0.051	0.017
O	8.75	7.967	28.623	0.461	-0.194	0.31
O	11.412	12.361	27.341	0.174	-0.109	-0.212
O	9.529	17.172	27.518	0.114	0.091	0.377
O	-0.595	14.268	27.377	-0.4	-0.36	0.195
O	4.704	15.576	27.252	-0.218	-0.095	0.329
O	7.873	11.756	25.124	0.384	0.15	-0.413
O	10.498	19.073	30.271	0.555	-0.314	0.366
O	11.911	3.495	25.775	0.112	-0.089	-0.304
O	10.961	2.711	22.186	-0.111	0.027	0.258
O	12.604	9.761	32.05	-0.104	-0.02	-0.361
O	11.57	14.533	22.757	0.22	0.149	0.314
O	8.016	10.874	22.214	0.04	0.004	0.422
O	5.41	8.299	25.591	-0.557	-0.109	0.074
O	-0.034	6.226	32.785	-0.089	0.167	-0.261
O	-1.316	16.328	25.866	-0.084	0.052	0.422
O	1.602	7.899	24.927	0.247	-0.561	-0.031
O	7.688	8.974	24.636	0.177	-0.387	0.195
O	3.998	10.169	31.097	-0.037	-0.201	-0.409
O	0.993	12.994	24.824	0.269	-0.524	0.303
O	9.277	17.183	22.924	-0.063	0.275	0.411

Results
total energy: -101655.173 eV
total energy less fixed offsets of O -438.35, Si -107.03 eV per atom: -1.973 eV
